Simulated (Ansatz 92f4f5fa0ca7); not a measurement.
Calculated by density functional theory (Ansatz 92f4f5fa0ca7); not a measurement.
Periodic cell of 258 atoms, Si166O92, from a study of silicon, its oxide and their interface. The atomic structure is a simulated model.
Doubt: the cutoff is low for norm-conserving oxygen, so forces and energies are approximate.
This geometry differs little from another in the collection (a relaxation step or a small displacement).

Settings: functional HSE06; potential files SPMS norm-conserving; basis plane waves; wave-function cutoff 800 eV; density cutoff ratio 4; exchange-correlation grid ratio 1; k mesh 1 x 1 x 1, Gamma-centred; occupations fixed; spin none; net charge 0.

Cell vectors (angstrom)
a	10.938	0	0
b	0	10.938	0
c	0	0	37.7176

Atoms: element, x, y, z (angstrom)
Si	0	0	0.683
Si	5.469	0	0.683
Si	2.7345	2.7345	0.683
Si	8.2035	2.7345	0.683
Si	0	5.469	0.683
Si	5.469	5.469	0.683
Si	2.7345	8.2035	0.683
Si	8.2035	8.2035	0.683
Si	1.3673	1.3673	2.0503
Si	6.8362	1.3673	2.0503
Si	4.1018	4.1018	2.0503
Si	9.5708	4.1018	2.0503
Si	1.3673	6.8362	2.0503
Si	6.8362	6.8362	2.0503
Si	4.1018	9.5708	2.0503
Si	9.5708	9.5708	2.0503
Si	2.7345	0	35.6661
Si	8.2035	0	35.6661
Si	0	2.7345	35.6661
Si	5.469	2.7345	35.6661
Si	2.7345	5.469	35.6661
Si	8.2035	5.469	35.6661
Si	0	8.2035	35.6661
Si	5.469	8.2035	35.6661
Si	4.1018	1.3673	37.0333
Si	9.5708	1.3673	37.0333
Si	1.3673	4.1018	37.0333
Si	6.8362	4.1018	37.0333
Si	4.1018	6.8362	37.0333
Si	9.5708	6.8362	37.0333
Si	1.3673	9.5708	37.0333
Si	6.8362	9.5708	37.0333
Si	0.0243	0.6107	27.0852
Si	5.1589	0.3314	27.5192
Si	2.9028	2.5312	27.5814
Si	8.4732	2.6481	27.4678
Si	-0.4415	5.7794	27.5552
Si	5.2053	5.7289	27.5215
Si	2.9576	7.9656	27.5891
Si	8.1851	7.9791	27.3934
Si	1.3371	1.4251	28.8748
Si	6.8581	1.4198	28.7586
Si	4.0682	4.1424	28.8228
Si	9.5087	4.1585	28.9346
Si	1.2903	6.8367	28.8162
Si	6.7331	6.8555	28.8685
Si	4.0803	9.611	28.8531
Si	9.393	9.4566	28.7794
Si	2.6395	-0.0336	30.2039
Si	8.15	0.0055	30.1543
Si	-0.0114	2.7942	30.2385
Si	5.4766	2.7743	30.1641
Si	2.6491	5.4522	30.1944
Si	8.088	5.4741	30.2518
Si	-0.0723	8.2077	30.1907
Si	5.4509	8.2734	30.2348
Si	4.0735	1.3675	31.507
Si	9.534	1.3777	31.5334
Si	1.3527	4.1079	31.6203
Si	6.768	4.1073	31.6157
Si	4.0485	6.8548	31.535
Si	9.5233	6.8265	31.5684
Si	1.2937	9.558	31.5823
Si	6.8301	9.5969	31.5921
Si	-0.0396	0.0186	32.9287
Si	5.4397	0.0204	32.9217
Si	2.7386	2.7257	32.929
Si	8.1773	2.7338	32.9295
Si	-0.0315	5.4769	32.948
Si	5.412	5.4951	32.9388
Si	2.6958	8.2066	32.9274
Si	8.191	8.2133	32.9416
Si	1.3616	1.363	34.2927
Si	6.8234	1.3646	34.299
Si	4.0897	4.0981	34.3052
Si	9.5555	4.0911	34.3013
Si	1.3557	6.8333	34.3048
Si	6.8228	6.8361	34.2964
Si	4.0875	9.5671	34.2887
Si	9.564	9.5722	34.3043
Si	2.7454	0.0127	3.421
Si	8.2051	0.0045	3.4119
Si	0.0221	2.7491	3.4319
Si	5.4838	2.7363	3.4163
Si	2.7464	5.4616	3.4102
Si	8.2281	5.4819	3.4219
Si	0.0095	8.2071	3.4131
Si	5.4721	8.1914	3.4089
Si	4.1466	1.3525	4.7968
Si	9.6005	1.3509	4.7709
Si	1.4215	4.1039	4.818
Si	6.8605	4.107	4.7683
Si	4.1258	6.8033	4.7718
Si	9.6377	6.812	4.8047
Si	1.3658	9.5849	4.7694
Si	6.8434	9.5534	4.7632
Si	0.0237	0.0055	6.177
Si	5.4555	-0.0809	6.1717
Si	2.8168	2.7342	6.1763
Si	8.2328	2.7249	6.0973
Si	0.0961	5.4795	6.2324
Si	5.5129	5.4605	6.161
Si	2.7242	8.1752	6.0733
Si	8.2646	8.2244	6.0966
Si	1.452	1.3528	7.5221
Si	6.8931	1.3148	7.4278
Si	4.1704	4.1126	7.5897
Si	9.6484	4.0224	7.4855
Si	1.4725	6.9357	7.618
Si	6.9131	6.8777	7.4386
Si	4.0097	9.4582	7.5154
Si	9.5935	9.551	7.5403
Si	2.5946	-0.1746	8.9442
Si	8.2871	0.0483	8.8841
Si	0.1295	2.7266	8.9011
Si	5.4585	2.5261	8.8297
Si	2.9094	5.5887	8.9841
Si	8.3807	5.5547	8.7119
Si	0.0562	8.3122	9.0196
Si	5.502	8.1762	8.8212
Si	4.2359	0.9662	10.0954
Si	10.036	1.0284	10.21
Si	1.2533	4.4457	10.1691
Si	7.1679	4.4932	10.3289
Si	4.693	6.5453	10.3829
Si	9.8814	6.6173	10.1855
Si	0.8397	10.0369	10.5067
Si	6.5748	9.845	10.0457
O	9.7019	1.6848	26.8215
O	10.3073	10.1714	27.616
O	0.2761	-2.0372	24.5561
O	10.9929	4.9446	26.2471
O	0.0761	5.5023	10.6515
O	5.4348	-0.0443	10.6111
O	1.213	-1.425	12.0697
O	5.8608	5.4148	10.658
O	6.5392	3.049	9.9686
O	9.0982	7.2063	11.5054
O	2.4402	8.2107	14.2464
O	9.4224	1.7708	11.5502
O	7.1396	9.0022	11.3013
O	2.107	3.8991	11.452
O	4.4155	7.0597	11.9308
O	3.4115	1.5711	11.3696
O	7.6213	3.5679	26.3783
O	2.15	5.037	24.7453
O	1.982	3.0513	26.3308
O	5.4101	3.859	24.906
O	4.0154	12.3663	27.0624
O	4.0736	6.8688	27.0385
O	0.9797	11.0507	25.8098
O	9.3674	6.8679	27.0262
Si	7.5838	9.2875	19.5898
Si	-3.5172	1.18	20.0971
Si	0.3729	-8.1969	14.1215
Si	-0.4701	-1.1161	20.8856
Si	1.0855	4.0254	25.4126
Si	11.2128	1.8581	21.1669
Si	1.566	9.6373	25.1955
Si	7.9159	-2.9365	12.2761
Si	-1.5796	8.9207	14.7404
Si	8.7036	4.4991	17.2472
Si	6.5202	9.6409	25.1375
Si	6.3532	5.4892	21.5129
Si	12.2072	-1.7292	13.6854
Si	2.2414	5.9799	23.4425
Si	10.7305	-3.0438	23.3942
Si	3.3024	7.3063	18.2286
Si	8.9595	7.6516	17.3387
Si	5.3452	3.1807	23.4379
Si	5.0006	-2.9194	20.7603
Si	5.3063	6.8824	13.3024
Si	7.5123	1.0056	23.2762
Si	3.9337	-2.2972	23.5205
Si	2.2611	-0.146	15.9246
Si	6.3146	3.7316	19.0496
Si	3.6959	8.4031	15.2937
Si	13.2923	3.0311	16.2396
Si	9.4512	11.8691	15.8529
Si	-1.1442	3.096	23.4431
Si	8.3434	5.9464	23.6448
Si	2.8095	2.7247	12.3105
Si	7.5779	2.9776	15.0501
Si	10.0219	2.1739	18.5376
Si	9.0093	3.0906	12.4016
Si	15.6262	3.9699	14.4604
Si	3.3928	4.1771	18.7563
Si	0.7775	9.0715	18.1781
Si	6.5128	4.6567	25.8087
Si	13.7496	3.4452	21.78
O	4.9845	8.0472	14.3891
O	6.0317	4.2066	22.413
O	7.8474	-2.5385	18.2572
O	6.5054	8.5586	20.5392
O	14.5081	3.8708	15.6054
O	5.1086	6.5025	21.3371
O	10.3629	1.5696	14.6867
O	8.7708	1.7792	19.4672
O	8.7609	1.8941	23.8407
O	-0.1867	0.3442	21.5329
O	8.2696	4.2271	11.5108
O	8.7204	7.8354	15.7515
O	3.1883	16.6997	18.6349
O	12.4338	-0.3483	14.5057
O	11.7716	-4.2421	23.1886
O	8.4703	8.9778	13.4168
O	7.3056	5.7595	24.8882
O	3.7097	-3.442	16.656
O	15.1628	8.8693	21.9218
O	2.5452	1.4203	16.1425
O	2.1968	8.7169	26.3645
O	2.7833	-1.2562	24.0782
O	-3.557	3.836	17.8701
O	5.3436	8.8355	24.3304
O	1.7045	2.2725	21.7775
O	10.7234	8.7021	22.0051
O	4.2859	8.0414	19.3028
O	4.9043	3.8692	18.2995
O	9.121	4.5464	23.529
O	1.8387	-3.0287	18.4319
O	8.9703	9.5292	20.3705
O	2.3171	3.4352	17.7989
O	7.6327	0.8213	21.6663
O	5.9991	3.2596	15.0727
O	-0.5816	3.6406	13.1537
O	6.8771	-3.9872	12.926
O	10.1397	12.0635	17.3094
O	3.3067	3.6243	20.2622
O	1.3712	-0.7916	17.1218
O	7.4824	-2.28	26.0407
O	5.0205	5.485	14.0487
O	1.62	2.1661	13.2545
O	3.3915	7.1024	23.6773
O	10.8397	-2.3999	14.2252
O	7.9909	1.6408	15.8813
O	6.126	1.7855	23.5241
O	4.0759	3.2492	13.1524
O	6.7121	4.9453	20.0437
O	-2.4532	4.2073	15.6555
O	11.4473	-1.1721	19.6055
O	8.9125	6.0551	17.5992
O	7.4101	-0.4127	24.0801
O	-0.5529	8.3315	17.6512
O	22.205	2.0776	19.5606
O	3.8737	2.8982	22.8681
O	3.651	-0.987	15.802
O	1.012	3.4737	15.4256
O	-0.7682	2.8598	21.8904
O	0.1955	3.144	24.3712
O	7.0129	-0.1621	19.2811
O	-1.0108	3.6612	17.9031
O	9.3262	18.1555	23.8298
O	5.7875	-0.2775	26.1516
O	7.9301	2.6812	13.5121
O	2.4206	-5.9784	22.2046
O	9.3203	10.3154	15.5313
O	18.5121	6.2441	22.246
O	-4.6272	2.3294	19.8677

Results
free energy: -60022.707 eV
free energy less fixed offsets of O -447.96, Si -113.29 eV per atom: -4.247 eV
gap between the highest filled and lowest empty level on this k mesh: 1.308 eV

The program warned: the cutoff lies below the one the program advises for these potential files; the forces do not sum to zero within the program's tolerance; the exchange-correlation potential is rough where the density is thin.
